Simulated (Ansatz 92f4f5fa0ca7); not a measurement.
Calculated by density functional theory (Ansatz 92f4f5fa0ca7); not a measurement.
Periodic cell of 215 atoms, Si131O82P2, from a study of silicon, its oxide and their interface. The atomic structure is a simulated model.
Doubt: the cutoff is far below the 930 eV that the study's wrapper takes by default for these files, so forces and energies are approximate.
This geometry differs little from another in the collection (a relaxation step or a small displacement).

Settings
functional: PBE
potential files: Ansatz PAW
basis: plane waves
wave-function cutoff: 580 eV
density cutoff ratio: 5
exchange-correlation grid ratio: 1
k mesh: 1 x 1 x 1, Gamma-centred
self-consistency stop: 5e-08 eV per atom in the density residual
occupations: fixed
spin: none
net charge: 0

Cell vectors (angstrom)
a, 10.938, 0, 0
b, 0, 10.938, 0
c, 0, 0, 31.5432

Atoms: element, x, y, z (angstrom)
Si, 10.4363, 0.5736, 24.3337
Si, 6.0448, 10.4997, 24.1368
Si, 2.1331, 3.2426, 24.0749
Si, 8.7025, 2.2574, 24.2916
Si, 0.5039, 5.0503, 24.1545
Si, 5.0537, 5.8864, 24.1755
Si, 3.3981, 7.6455, 24.1439
Si, 7.831, 8.8235, 23.9842
Si, 1.3449, 1.4768, 25.4497
Si, 6.9153, 1.3038, 25.4788
Si, 4.0264, 4.1021, 25.3187
Si, 9.668, 4.0947, 25.4079
Si, 1.4969, 6.8156, 25.3523
Si, 6.8945, 6.942, 25.2292
Si, 4.2291, 9.5284, 25.3288
Si, 9.5271, 9.64, 25.4278
Si, 2.7823, -0.0006, 26.6374
Si, 8.2188, -0.0214, 26.9283
Si, 0.0136, 2.768, 26.9078
Si, 5.4514, 2.7335, 26.6573
Si, 2.7569, 5.4435, 26.8263
Si, 8.2264, 5.5197, 26.6205
Si, 0.0422, 8.2083, 26.6421
Si, 5.5475, 8.194, 26.7823
Si, 4.1212, 1.3568, 28.0725
Si, 9.5838, 1.3771, 28.204
Si, 1.3843, 4.1266, 28.2044
Si, 6.8424, 4.1261, 28.0286
Si, 4.1436, 6.8293, 28.1266
Si, 9.6021, 6.842, 28.0541
Si, 1.3995, 9.5761, 28.05
Si, 6.8402, 9.5494, 28.201
Si, 0.0319, -0.0223, 29.4907
Si, 5.4602, 0.0046, 29.5023
Si, 2.757, 2.7136, 29.4966
Si, 8.1804, 2.7637, 29.4856
Si, -0.0123, 5.4901, 29.5051
Si, 5.4937, 5.4541, 29.4793
Si, 2.7468, 8.2008, 29.4674
Si, 8.2355, 8.1741, 29.4963
Si, 1.3673, 1.3673, 30.8594
Si, 6.8362, 1.3673, 30.8594
Si, 4.1018, 4.1018, 30.8594
Si, 9.5708, 4.1018, 30.8594
Si, 1.3673, 6.8362, 30.8594
Si, 6.8362, 6.8362, 30.8594
Si, 4.1018, 9.5708, 30.8594
Si, 9.5708, 9.5708, 30.8594
Si, 2.7345, 0, 0.6835
Si, 8.2035, 0, 0.6835
Si, 0, 2.7345, 0.6835
Si, 5.469, 2.7345, 0.6835
Si, 2.7345, 5.469, 0.6835
Si, 8.2035, 5.469, 0.6835
Si, 0, 8.2035, 0.6835
Si, 5.469, 8.2035, 0.6835
Si, 4.1172, 1.3475, 2.0433
Si, 9.5498, 1.3707, 2.0529
Si, 1.3425, 4.121, 2.0568
Si, 6.8594, 4.0746, 2.0643
Si, 4.0937, 6.8499, 2.0505
Si, 9.5926, 6.8144, 2.052
Si, 1.3744, 9.5536, 2.064
Si, 6.8409, 9.5613, 2.0647
Si, -0.0519, -0.0393, 3.3696
Si, 5.466, -0.0127, 3.4619
Si, 2.7013, 2.7124, 3.3564
Si, 8.1878, 2.6906, 3.522
Si, -0.0154, 5.4634, 3.5058
Si, 5.4899, 5.4857, 3.3572
Si, 2.7469, 8.2053, 3.5057
Si, 8.231, 8.1832, 3.3927
Si, 1.3055, 1.3628, 4.6435
Si, 6.8266, 1.2913, 4.913
Si, 4.062, 4.1022, 4.6037
Si, 9.56, 4.0808, 4.9237
Si, 1.3395, 6.8521, 4.9198
Si, 6.8558, 6.8151, 4.6599
Si, 4.1151, 9.579, 4.8864
Si, 9.5571, 9.5625, 4.7283
Si, 2.5528, 0.0108, 6.0903
Si, 8.2077, -0.1515, 6.2557
Si, 0.0399, 2.6076, 6.1825
Si, 5.3991, 2.8313, 6.0477
Si, 2.7987, 5.3803, 6.1156
Si, 8.0997, 5.4593, 6.17
Si, -0.0252, 8.306, 6.2176
Si, 5.5958, 8.1767, 6.1208
P, 3.4484, 1.9646, 6.9504
Si, 9.9926, 0.8137, 7.4425
P, 1.8354, 3.6168, 7.2267
Si, 6.2443, 4.5755, 7.3299
Si, 4.6759, 6.3377, 7.2038
Si, 9.1496, 7.2101, 7.2801
Si, 0.8312, 10.1315, 7.4767
Si, 7.4151, 8.8799, 7.4489
O, 4.5677, 6.6356, 8.8351
O, 1.3453, 3.9753, 8.7795
O, 9.7642, 6.5673, 8.6959
O, 1.2174, 10.0715, 9.111
O, 6.1109, 4.3028, 8.974
O, 3.6761, 1.6967, 8.5341
O, 7.0934, 8.976, 9.098
O, 9.634, 1.1156, 9.0448
O, 8.2582, 2.5459, 22.7254
O, 11.0015, 5.5403, 22.6294
O, 5.6302, 0.0755, 22.6194
O, 5.2835, 5.3793, 22.6085
O, 2.1587, 2.8079, 22.4634
O, 3.337, 7.8598, 22.4902
O, 8.3761, 8.7438, 22.3994
O, -0.1603, 11.2302, 22.7463
Si, 2.1367, 2.9362, 12.7967
Si, 8.6469, 1.332, 10.3186
Si, 1.0562, 4.4834, 15.2581
Si, 7.5146, 5.5942, 12.1447
Si, 2.4176, 8.1853, 21.1928
Si, 5.3778, 7.8292, 12.4013
Si, 9.2591, 0.4536, 15.4762
Si, 2.9124, -0.0363, 16.6273
Si, 10.4371, 1.138, 12.5589
Si, 7.772, 2.828, 21.2134
Si, 9.1337, 8.7905, 14.4338
Si, 1.4681, 4.7491, 10.2585
Si, 4.4799, 9.4868, 19.1098
Si, 11.078, 6.0977, 21.1031
Si, 6.6128, 10.4481, 14.8055
Si, 5.3933, 0.7266, 21.1568
Si, 2.3036, 9.8312, 10.3069
Si, 0.4311, 10.6361, 21.3758
Si, 5.8467, 5.2518, 21.0994
Si, 3.621, 7.0965, 10.0469
Si, 9.0296, 5.6867, 14.7972
Si, 3.6498, 4.084, 19.0501
Si, 10.0358, 3.6696, 19.2953
Si, 4.2492, 8.6696, 15.3197
Si, 0.451, 1.9272, 17.1175
Si, 6.7909, 7.5306, 19.2321
Si, 5.2617, 3.619, 16.7006
Si, 7.7818, 5.0076, 17.5022
Si, 6.5975, 9.9636, 10.2892
Si, 4.3364, 1.1091, 9.9129
Si, -0.0314, 9.0907, 11.8814
Si, 9.1011, 8.6306, 20.9283
Si, 4.5396, 1.6643, 14.529
Si, 2.4522, 2.0867, 21.0314
Si, 6.3058, 3.389, 10.3003
Si, 3.4261, 5.9061, 16.6756
Si, 9.8849, 6.5134, 10.304
O, 0.132, 2.649, 18.5435
O, 2.9211, 9.6372, 15.5503
O, 10.8648, 4.8092, 20.1243
O, 7.5539, 2.4427, 9.8948
O, 10.9235, 5.2925, 10.7145
O, 6.586, 6.7935, 12.7593
O, 10.3567, 8.0081, 10.7966
O, 7.6715, 9.4643, 13.9559
O, 8.4211, 6.1713, 10.923
O, 5.3525, 10.4886, 20.044
O, 2.1481, 3.676, 11.3115
O, 7.9801, 8.5376, 19.7378
O, 6.2098, 6.735, 20.5383
O, 5.4897, 2.7205, 15.3562
O, 1.307, 0.9304, 20.69
O, 5.9577, 9.1208, 11.5499
O, 4.6431, 4.9993, 16.0827
O, 6.606, 3.881, 17.5909
O, 10.4519, 10.6496, 11.7572
O, 5.573, 0.4952, 13.95
O, 8.0305, 5.0962, 15.9098
O, 9.7139, 9.8124, 15.5782
O, -0.4019, 5.1498, 15.0469
O, 1.5736, 6.8371, 20.789
O, 1.5012, 0.6476, 17.1474
O, 6.6067, 1.7598, 20.7944
O, 1.0014, 1.7505, 12.747
O, 3.2066, 5.4816, 18.2649
O, 9.4877, 2.0105, 11.5597
O, 1.0001, 3.0928, 16.1118
O, 8.524, 5.1497, 13.3451
O, 10.3112, 8.603, 13.3125
O, 1.4481, 9.4016, 21.6697
O, 10.0787, 9.9352, 20.6007
O, 3.1217, 0.2902, 10.6728
O, 5.0011, 2.4194, 10.6512
O, 1.7029, 4.1247, 13.8117
O, 7.8462, 10.905, 10.7851
O, 9.1329, 4.4775, 18.2116
O, 5.6356, 9.4913, 15.7278
O, 5.4876, 0.0137, 9.5978
O, 3.5791, 2.2912, 13.3269
O, 1.9958, 5.6174, 15.9489
O, 9.7238, 1.0329, 14.0163
O, 4.3448, 6.967, 11.4871
O, 4.75, 4.512, 20.1625
O, 9.9448, 1.3434, 16.6276
O, 6.6112, 4.335, 11.6052
O, 5.5803, 8.4031, 18.5593
O, 9.0808, 2.7375, 20.2406
O, 3.5909, 1.136, 15.7362
O, 4.2159, 3.0785, 17.8622
O, 9.9195, 7.2189, 20.8868
O, 3.3049, 8.6713, 9.759
O, 3.9186, 7.4219, 16.325
O, 7.6227, 0.488, 15.6609
O, 8.9148, 7.2995, 14.9987
O, 3.9386, 1.4424, 21.138
O, 1.5952, 9.214, 11.6642
O, 2.3227, 6.1211, 10.0756
O, 7.3293, 6.4463, 18.1305
O, 7.209, 4.3558, 21.0935
O, 4.5324, 8.2537, 13.7488
O, 3.3267, 8.6697, 19.9344
O, 2.5007, 3.2337, 19.8493
O, 3.7426, 10.3673, 17.938

Results
free energy: -131423.536 eV
free energy less fixed offsets of O -568.88, P -755.39, Si -635.61 eV per atom: 0.314 eV

Forces (eV/angstrom), in the order of the atoms: element, x, y, z
Si, -0.0103, -0.0092, -0.0413
Si, -0.0246, -0.0156, -0.0379
Si, -0.0048, 0.0147, -0.0551
Si, 0.0146, 0.0177, -0.0438
Si, -0.0103, -0.0067, -0.0332
Si, -0.0109, -0.0106, -0.0512
Si, 0.0042, 0.018, -0.0386
Si, -0.0047, 0.0182, -0.0478
Si, -0.0094, -0.0057, 0.0048
Si, 0.0093, -0.0038, -0.0044
Si, 0.0064, -0.0095, 0.0053
Si, -0.0082, -0.0022, 0.0026
Si, 0.0038, -0.0017, -0.0017
Si, 0.004, -0.0053, 0.0072
Si, 0.0037, -0.0001, -0.0049
Si, 0.0097, -0.0006, 0.0005
Si, 0.0109, -0.0147, 0.0521
Si, -0.0022, 0.0213, -0.1688
Si, -0.002, 0.0201, -0.1616
Si, 0.0036, 0.0016, 0.0476
Si, -0.0136, 0.0087, -0.1081
Si, 0.0056, -0.0164, 0.05
Si, 0.0001, -0.0178, 0.052
Si, -0.0185, 0.0084, -0.0857
Si, -0.0284, 0.0168, -0.0256
Si, 0.0115, -0.007, 0.2017
Si, 0.0388, 0.011, 0.1787
Si, -0.0035, 0.0251, -0.0634
Si, 0.0493, -0.0024, 0.0829
Si, -0.0078, 0.0176, -0.0401
Si, 0.0054, 0.0088, -0.0589
Si, -0.0268, -0.068, 0.1812
Si, -0.0025, 0.0171, 0.0125
Si, -0.0114, 0.0106, -0.0362
Si, 0.0119, -0.0067, -0.0288
Si, 0.0067, -0.0116, -0.0162
Si, -0.0028, 0.0037, -0.0417
Si, -0.0118, -0.0003, 0.0168
Si, -0.0131, 0.0172, 0.0003
Si, 0.013, -0.0005, -0.0106
Si, 0.1114, -0.1031, 0.0827
Si, -0.112, 0.1195, -0.0557
Si, 0.1736, -0.0465, -0.008
Si, -0.1336, 0.1123, -0.0293
Si, 0.0199, 0.182, -0.0816
Si, 0.1029, -0.1676, 0.03
Si, -0.1235, 0.029, -0.0409
Si, 0.1559, -0.0866, 0.0266
Si, 0.0193, -0.1985, 0.1105
Si, -0.1329, 0.0709, 0.0119
Si, -0.1713, 0.0958, 0.0509
Si, 0.1538, -0.0658, 0.1033
Si, -0.1337, 0.0976, 0.0471
Si, 0.0846, -0.1672, 0.152
Si, 0.1835, -0.089, 0.0969
Si, -0.0526, 0.1147, 0.0136
Si, -0.0313, 0.0206, 0.0634
Si, -0.0331, 0.0247, 0.0297
Si, -0.0335, 0.0274, 0.0035
Si, 0.0081, -0.0408, 0.0452
Si, -0.0102, 0.0327, 0.0331
Si, 0.0228, -0.02, 0.0302
Si, 0.0546, -0.0227, 0.0381
Si, -0.0224, 0.0268, -0.0113
Si, 0.0039, 0.1128, -0.1914
Si, -0.0096, 0.0062, 0.0525
Si, -0.0005, -0.0711, -0.2159
Si, 0.0797, 0.0045, 0.0097
Si, 0.0025, 0.0054, 0.0379
Si, -0.1566, -0.0766, -0.2405
Si, -0.0371, -0.0914, 0.0132
Si, 0.0436, 0.0096, -0.2173
Si, 0.0123, -0.103, -0.0123
Si, -0.0424, 0.0246, -0.0253
Si, 0.1372, 0.0397, 0.0615
Si, 0.0414, -0.0609, -0.0608
Si, 0.0573, -0.0502, -0.0667
Si, 0.0339, 0.0058, 0.2769
Si, 0.0083, 0.0432, -0.0318
Si, 0.0092, -0.0193, 0.2102
Si, 0.0472, -0.0068, 0.0326
Si, -0.0216, 0.0468, -0.0388
Si, -0.1001, 0.1137, 0.0894
Si, -0.0045, -0.0839, -0.0086
Si, -0.0555, 0.1325, 0.0326
Si, 0.0614, -0.02, -0.1066
Si, 0.0191, -0.0729, -0.1009
Si, -0.0551, -0.0193, -0.0351
P, -0.0269, 0.1158, -0.0175
Si, 0.0524, 0.0699, 0.111
P, -0.0704, -0.0371, 0.1678
Si, -0.0809, 0.0421, 0.1287
Si, -0.0704, -0.0068, 0.1358
Si, 0.064, -0.0433, 0.1146
Si, -0.0248, 0.0826, 0.121
Si, -0.0503, 0.042, 0.1145
O, 0.0165, -0.0063, -0.0893
O, 0.0737, 0.0086, -0.0832
O, -0.0288, 0.028, -0.0433
O, -0.0019, -0.015, -0.0494
O, 0.0194, -0.0041, -0.0299
O, 0.0618, -0.0842, 0.1369
O, 0.0436, -0.0351, -0.0941
O, -0.0014, -0.0472, -0.1036
O, 0.006, -0.0073, 0.0462
O, 0.0064, -0.0051, 0.0315
O, 0.0101, -0.0075, 0.037
O, -0.007, 0.0119, 0.0449
O, -0.0029, 0.011, 0.0496
O, 0.0077, -0.0083, 0.0278
O, -0.0111, -0.0025, 0.0419
O, -0.0057, 0.0115, 0.0313
Si, -0.0168, -0.0135, -0.0306
Si, 0.0068, 0.0085, 0.0163
Si, 0.0002, -0.0049, -0.0205
Si, -0.0039, 0.0157, -0.0103
Si, -0.0069, -0.001, -0.0144
Si, -0.0081, -0.0223, -0.0158
Si, -0.0016, -0.0031, -0.0221
Si, -0.0015, 0.0052, -0.0162
Si, 0.0163, 0.0019, -0.0168
Si, -0.0021, -0.0015, -0.0212
Si, -0.0012, 0.0051, -0.0122
Si, 0.0711, -0.0147, -0.105
Si, -0.0026, 0.0065, -0.0114
Si, 0.0027, 0.001, -0.0154
Si, 0, 0.0046, -0.0146
Si, 0.0016, 0.0037, -0.017
Si, 0.0257, 0.0048, 0.0094
Si, 0.0094, -0.0068, -0.0123
Si, 0.0003, 0.0061, -0.029
Si, -0.0293, -0.0534, -0.059
Si, 0.0031, 0.0023, -0.0161
Si, -0.0011, 0.0077, -0.012
Si, 0.0027, -0.0027, -0.0143
Si, 0.0029, 0.0094, -0.0216
Si, -0.0016, -0.0021, -0.017
Si, -0.0056, -0.0024, -0.0089
Si, -0.0001, 0.0041, -0.0108
Si, -0.0048, -0.0041, -0.0129
Si, -0.0212, 0.0418, 0.0513
Si, -0.0522, 0.0359, -0.0915
Si, -0.0126, 0.0113, -0.013
Si, 0.0099, -0.0049, -0.0153
Si, -0.0041, -0.0033, -0.0316
Si, 0.004, -0.0054, -0.0152
Si, -0.0095, -0.0167, 0.0154
Si, -0.0144, -0.005, -0.022
Si, 0.0075, -0.002, 0.0177
O, -0.0075, 0.0086, 0.0036
O, -0.0012, 0.0002, 0.008
O, 0.0033, 0.0101, 0.0033
O, -0.0149, 0.0199, 0.0105
O, 0.0259, -0.0088, -0.0293
O, 0.0026, -0.0008, -0.0084
O, -0.0025, -0.0064, -0.0043
O, -0.0065, 0.0037, -0.0009
O, -0.0058, 0.0019, -0.0006
O, 0.0029, 0.0105, 0.0045
O, -0.031, 0.0616, -0.0264
O, 0.006, 0.0022, 0.0021
O, -0.0049, -0.0105, 0.0032
O, 0.0042, 0.0103, 0.0056
O, 0.0001, -0.0002, -0.0008
O, 0.0125, 0.0165, -0.0347
O, -0.0167, 0.004, 0.0096
O, 0.0045, 0.004, -0.0095
O, 0.0113, -0.0178, 0.0078
O, -0.0008, 0.0043, 0.0031
O, -0.0026, -0.001, 0.006
O, 0.0011, 0.0014, -0.0018
O, 0.0033, -0.0004, -0.0039
O, -0.0004, 0.0009, -0.0066
O, -0.001, 0.0031, -0.0067
O, -0.0013, 0.0037, -0.0024
O, 0.0037, 0.0113, 0.0021
O, 0.0078, -0.004, -0.0013
O, -0.0155, -0.0081, -0.0191
O, -0.0044, -0.0012, -0.0006
O, -0.0008, 0.0026, 0.0079
O, -0.006, 0.0046, -0.0039
O, -0.0032, 0.0053, -0.0086
O, -0.005, -0.001, -0.0022
O, -0.0034, -0.0291, -0.0144
O, 0.0316, 0.0091, -0.0133
O, -0.0104, 0.0042, 0.0224
O, -0.0217, -0.0103, -0.014
O, 0.0036, -0.0027, 0.0022
O, -0.0032, -0.0006, -0.0014
O, 0.0223, -0.0223, -0.0006
O, 0.0013, -0.0006, 0.0147
O, 0.0191, -0.0021, 0.0035
O, 0.0009, -0.0007, 0.0067
O, 0.0012, 0.0047, -0.0179
O, 0.013, 0.0074, 0.0088
O, 0.0032, 0.0048, 0.0045
O, -0.0048, -0.0134, -0.0369
O, 0.0021, -0.0003, -0.002
O, -0.0153, -0.0004, 0.0062
O, -0.0044, -0.0068, 0.0109
O, -0.0052, 0.001, 0.0043
O, -0.0028, 0.0031, -0.0054
O, -0.0215, 0.0283, 0.0068
O, -0.0047, -0.007, -0.0013
O, -0.0026, 0.0037, 0.003
O, -0.002, -0.0026, -0.0009
O, 0.0023, 0.0022, -0.0046
O, -0.0162, 0.0071, -0.023
O, -0.0215, -0.0779, 0.0288
O, -0.0014, 0.0108, 0.0013
O, -0.005, -0.0067, -0.0051
O, -0.0029, 0.0019, 0.0052
O, -0.0065, -0.0056, 0.0063
O, -0.0057, -0.0061, 0.0021
O, 0.0047, -0.0048, 0.0056

The program warned: the cutoff lies below the one the program advises for these potential files; the exchange-correlation potential is rough where the density is thin.
